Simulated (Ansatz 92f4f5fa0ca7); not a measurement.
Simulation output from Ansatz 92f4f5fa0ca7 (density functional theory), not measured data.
Periodic cell of 252 atoms, Si144O100N8, from a study of silicon, its oxide and their interface. The atomic structure is a simulated model.

Settings
functional: r2SCAN
potential files: Ansatz norm-conserving
basis: plane waves
wave-function cutoff: 1300 eV
density cutoff ratio: 4
exchange-correlation grid ratio: 1
k mesh: 2 x 2 x 1, shifted by 0.5 0.5 0.5 of a step
self-consistency stop: 5e-08 eV per atom in the density residual
occupations: Fermi-Dirac, 0.05 eV
spin: none
net charge: 0

Cell vectors (angstrom)
a, 10.888, 0, 0
b, 0, 10.888, 0
c, 0, 0, 36.1161

Atoms: element, x, y, z (angstrom)
Si, 0.2404, -0.202, 0.0381
Si, 2.9381, 2.5426, -0.0262
Si, -0.3326, 5.7323, 0.1304
Si, 2.4375, 8.4711, 0.0479
Si, 5.1301, 0.3105, 0.0311
Si, 7.8995, 3.0615, 0.083
Si, 5.6828, 5.2473, 0.0456
Si, 8.3741, 7.9338, 0.097
Si, 1.375, 1.3936, 1.3345
Si, 4.0823, 4.0965, 1.3282
Si, 1.3042, 6.8784, 1.3589
Si, 4.0145, 9.6134, 1.3664
Si, 6.7432, 1.4343, 1.3305
Si, 9.4371, 4.1699, 1.4561
Si, 6.8047, 6.8001, 1.4113
Si, 9.5365, 9.5436, 1.3508
Si, -0.0199, 2.7515, 2.6742
Si, 2.6882, 0.0545, 2.7785
Si, -0.024, 8.2044, 2.7787
Si, 2.6987, 5.4786, 2.6548
Si, 5.4124, 2.7572, 2.7592
Si, 8.1353, 0.0409, 2.649
Si, 5.4101, 8.2148, 2.6707
Si, 8.1161, 5.484, 2.8541
Si, 1.3513, 4.1064, 4.0387
Si, 4.0676, 1.3917, 4.1232
Si, 1.3445, 9.5542, 4.1236
Si, 4.0615, 6.8351, 4.0346
Si, 6.7661, 4.0913, 4.1507
Si, 9.5071, 1.3802, 4.0356
Si, 6.7923, 9.5602, 4.038
Si, 9.5223, 6.8348, 4.147
Si, -0.0379, 0.0272, 5.4345
Si, 2.6939, 2.7604, 5.4454
Si, 0.0102, 5.437, 5.4534
Si, 2.7251, 8.1717, 5.4453
Si, 5.4415, 0.0058, 5.4418
Si, 8.1701, 2.7182, 5.4507
Si, 5.4033, 5.4872, 5.4425
Si, 8.14, 8.2049, 5.4421
Si, 1.3376, 1.3699, 6.7898
Si, 4.0633, 4.1189, 6.8012
Si, 1.3869, 6.7855, 6.8074
Si, 4.0981, 9.5176, 6.8168
Si, 6.81, 1.3529, 6.8057
Si, 9.5422, 4.0673, 6.8224
Si, 6.7865, 6.8322, 6.7984
Si, 9.5212, 9.5323, 6.8011
Si, -0.0017, 2.6826, 8.2011
Si, 2.7184, 0.0115, 8.1401
Si, 0.0266, 8.1612, 8.1356
Si, 2.7371, 5.4464, 8.2082
Si, 5.4496, 2.7558, 8.1295
Si, 8.1391, -0.0436, 8.1623
Si, 5.4456, 8.1547, 8.2093
Si, 8.1626, 5.4618, 8.1379
Si, 1.4098, 4.0283, 9.5367
Si, 4.0885, 1.3939, 9.4734
Si, 1.4089, 9.4918, 9.509
Si, 4.1131, 6.7854, 9.5972
Si, 6.807, 4.106, 9.5092
Si, 9.4964, 1.2756, 9.521
Si, 6.7976, 9.5168, 9.5805
Si, 9.5412, 6.8148, 9.4865
Si, -0.0099, -0.1121, 10.8506
Si, 2.8011, 2.6948, 10.942
Si, 0.0038, 5.3985, 10.7892
Si, 2.7935, 8.1981, 10.9453
Si, 5.4052, 0.0579, 10.8637
Si, 8.1118, 2.661, 10.8158
Si, 5.4769, 5.413, 10.9748
Si, 8.1953, 8.1375, 10.9086
Si, 1.37, 1.2458, 12.1389
Si, 4.1837, 4.0205, 12.4136
Si, 1.3913, 6.7225, 12.1325
Si, 4.1477, 9.6469, 12.3395
Si, 6.6857, 1.4322, 12.2662
Si, 9.5594, 3.9526, 12.0814
Si, 6.8904, 6.7686, 12.3105
Si, 9.5471, 9.4677, 12.3131
Si, 0.1062, 2.6662, 13.4313
Si, 2.5548, -0.0022, 13.7068
Si, -0.0121, 7.8854, 13.5725
Si, 2.752, 5.4584, 13.5833
Si, 5.4331, 2.6093, 13.9758
Si, 8.2172, 0.2177, 13.4823
Si, 5.7272, 8.377, 13.6271
Si, 8.1762, 5.1393, 13.4887
Si, 1.3866, 3.9779, 14.858
Si, 3.554, 1.5516, 15.2005
Si, 1.4721, 9.0818, 14.894
Si, 3.9927, 7.1826, 14.6045
Si, 7.2143, 3.7426, 15.2314
Si, 9.4823, 1.654, 14.8885
Si, 7.2785, 9.7714, 15.085
Si, 9.8743, 6.0502, 14.7788
Si, 3.5012, 6.3947, 25.9635
Si, -16.8337, 19.9202, 26.5966
Si, 15.1861, -3.785, 33.9811
Si, 20.2115, -11.7816, 22.251
Si, 9.8638, 3.9167, 16.8021
Si, -8.8521, 12.4276, 28.6871
Si, 8.1915, 7.5278, 23.5561
Si, -2.9534, -13.0691, 26.4143
Si, 9.9736, -11.793, 16.5554
Si, 5.4727, 9.7525, 19.9281
Si, 7.8743, -4.9724, 16.9874
Si, 20.8751, 6.2076, 18.8341
Si, 29.2406, -14.15, 19.3
Si, 14.9305, 14.4927, 29.8738
Si, 12.9512, -3.3068, 23.5566
Si, 33.7941, -13.5776, 17.7863
Si, -11.9291, 10.6845, 27.1658
Si, -31.078, -3.1083, 29.7675
Si, 17.0971, -4.7657, 21.7926
Si, 17.5669, 13.1058, 27.0834
Si, 13.296, 23.3818, 25.5552
Si, 10.0285, -1.6553, 29.9641
Si, -7.1655, -0.8491, 29.2082
Si, -5.5649, -3.6652, 17.262
Si, 5.0688, -11.3862, 17.1304
Si, 0.63, -11.5717, 24.5764
Si, 3.5995, 18.3155, 21.0076
Si, 7.0652, -7.3435, 20.7207
Si, -11.9984, -9.1875, 34.0059
Si, 5.6044, -17.3002, 17.9794
Si, 10.6745, 21.0888, 19.3621
Si, 16.8502, 12.0179, 29.9097
Si, -4.2935, 0.7121, 22.0623
Si, -22.4655, 15.0287, 20.9564
Si, 13.7813, 14.2623, 17.448
Si, -0.2847, -5.3236, 23.6472
Si, 2.627, -5.3497, 31.8002
Si, 11.926, -6.9532, 33.9832
Si, 5.3306, 22.3978, 24.93
Si, 5.4254, 4.7454, 27.6301
Si, 19.2493, 15.2605, 27.9918
Si, 11.5859, 2.3019, 18.9815
Si, 9.8926, -3.7876, 28.2303
Si, -13.6384, 21.8257, 31.872
Si, -11.3504, 13.4776, 28.1775
Si, 6.5054, -1.5923, 34.0178
Si, 13.9215, -4.7292, 18.4901
Si, 12.1108, 15.2171, 26.0859
O, 1.3347, -1.3162, 35.6373
O, 13.2112, -6.0272, 17.8216
O, 4.8698, 16.4852, 26.3685
O, 9.0213, 33.7245, 32.7543
O, -11.3694, 21.2093, 23.4031
O, -5.098, -0.4019, 34.8456
O, -1.4126, 28.6117, 35.6819
O, 4.5053, 15.7461, 28.9491
O, 3.8098, 7.8764, 26.5419
O, 9.2002, 17.2077, 23.8782
O, 14.017, -3.0902, 34.8568
O, -0.4476, 4.4027, 22.5271
O, 10.4762, 11.3905, 34.8423
O, 10.8952, 2.7706, 33.5327
O, 22.1786, 14.5611, 27.3165
O, 6.7942, 4.1488, 35.6488
O, 17.31, -2.4576, 26.9658
O, -1.8276, -3.4301, 19.2933
N, -1.7752, 5.0897, 17.8543
O, 4.0386, 1.418, 35.6042
O, 0.3196, 13.9091, 20.3756
O, 4.6447, -4.4596, 21.7103
O, 21.6304, 2.9298, 17.7325
O, -11.5879, -10.3148, 15.9123
O, -1.2729, -0.8508, 18.1327
O, 13.708, 8.1917, 15.138
O, -8.6382, 38.1834, 26.5494
N, -2.1821, 13.8312, 15.8182
N, 4.7203, 5.9722, 18.2995
O, 10.5477, -27.1569, 20.16
O, 3.6252, -15.3122, 32.6738
N, -0.0106, 4.8058, 15.6342
N, -3.9053, 7.1609, 17.7204
N, 13.3762, -7.9954, 15.8289
O, 33.3116, -3.6084, 28.4666
O, 29.6879, 8.4699, 24.8231
O, -8.2942, -3.373, 17.6928
N, 22.4167, -1.706, 16.4371
O, 0.1384, 15.814, 25.0568
O, 2.2626, -8.4629, 18.5901
O, 15.7297, 8.7747, 17.1993
O, 7.2373, 9.9347, 32.7522
O, 4.5109, 3.347, 17.5686
O, 4.8925, -4.2832, 15.8295
O, 13.8237, 13.7037, 29.026
O, 20.3311, 16.465, 27.9714
O, -13.1075, -8.4486, 34.9161
O, 17.3181, 10.5591, 16.2517
O, 19.6805, -2.4155, 22.3911
O, -16.3878, -7.6918, 27.1702
O, -12.5766, 3.3307, 28.9565
O, -17.4219, -0.8611, 27.7214
O, 0.219, -14.9034, 17.9098
O, 1.9411, -4.4201, 30.66
N, 17.5945, -6.205, 16.6246
O, 27.4169, -0.3276, 21.2854
O, 13.5684, -4.3977, 20.0387
O, 8.7302, -15.1374, 15.8153
O, 22.2174, 0.7516, 19.1736
O, 8.6941, -1.5976, 15.8075
O, 12.9628, 12.1259, 27.0979
O, 6.6996, 2.0439, 21.1621
O, 15.2475, -2.3019, 20.1447
O, -15.3017, 4.5344, 21.8604
O, 9.8954, 23.1811, 27.2027
O, 9.1757, 7.8176, 26.9627
O, 11.4841, 8.8088, 30.5604
O, -10.948, 10.0929, 26.0294
O, -0.8832, -22.5607, 20.7991
O, 8.0817, 0.1363, 22.3327
O, 4.9809, 10.6988, 30.0445
O, 17.6837, -4.0071, 23.0816
O, -4.4785, -6.9657, 19.2793
O, -19.7139, 35.8322, 25.3325
O, -6.9054, 0.5075, 16.4355
O, -13.0999, 3.685, 20.6663
O, 0.2925, 4.9528, 34.9796
O, 14.0281, -4.1956, 24.403
O, -1.7315, -0.8447, 31.0148
O, 6.9242, 9.1049, 19.5885
O, -2.5505, 10.2258, 26.795
O, 17.814, 5.1151, 28.1938
O, 22.7221, -1.8049, 19.1396
O, 5.3965, -13.5637, 33.5616
O, 24.4955, -2.7909, 22.1721
O, 13.8972, -2.3065, 29.502
O, 3.4558, -6.5926, 31.1964
O, 17.3954, -9.6705, 25.8569
O, 7.9319, 3.2634, 26.8366
O, 5.1286, 10.7699, 18.7038
O, 12.424, 11.5424, 24.578
O, 11.7056, 17.5226, 23.1654
O, 5.8144, 11.8251, 23.4382
O, 0.5502, 12.7827, 29.2216
O, -5.775, 20.8082, 25.2393
O, -5.8694, -4.9483, 34.8467
O, 21.154, 10.1015, 28.615
O, 6.674, -9.5451, 28.4581
O, 24.2979, -10.6855, 29.417
O, 7.6333, 8.5771, 34.9219
O, 1.5433, 8.8801, 24.3661
O, 14.8435, -9.4943, 25.2106
O, 5.1844, 13.4073, 30.267
O, 2.2932, 14.1304, 34.7583
O, 17.8197, -4.2496, 20.4493
O, 9.2695, 7.8392, 29.5478
O, 18.0468, 11.8166, 30.9597
O, 12.3986, -6.0545, 32.7375

Results
free energy: -65711.719 eV
free energy less fixed offsets of N -289.75, O -463.61, Si -117.95 eV per atom: -47.919 eV
pressure: -0.45 GPa
stress xx, yy, zz, yz, xz, xy (GPa, positive in tension): 0.83, 0.61, -0.09, -0.63, 0.47, -0.1

Forces (eV/angstrom), in the order of the atoms: element, x, y, z
Si, 0.019, -0.0224, 0.1235
Si, 0.0224, -0.0282, 0.135
Si, -0.0118, 0.0172, 0.1161
Si, -0.0286, 0.0181, 0.1248
Si, -0.022, 0.0282, 0.135
Si, -0.0187, 0.0136, 0.1196
Si, 0.0193, -0.0184, 0.1175
Si, 0.0185, -0.0198, 0.1197
Si, -0.0044, -0.0047, 0.006
Si, 0.0069, -0.0059, 0.003
Si, -0.0031, -0.0004, -0.0011
Si, 0.0069, 0.0041, 0.008
Si, -0.0036, -0.0015, 0.0031
Si, -0.0059, -0.0013, -0.0026
Si, 0.0054, -0.0005, 0.0049
Si, 0.0067, -0.0078, 0.0042
Si, -0.0049, 0.0043, 0.0003
Si, -0.0055, 0.0023, 0.0052
Si, 0.0001, -0.0034, 0.0219
Si, -0.0059, 0.0055, -0.0091
Si, 0.0018, -0.0021, 0.0268
Si, -0.005, 0.0044, -0.0134
Si, -0.006, -0.001, 0.0026
Si, 0.0081, -0.0056, 0.0037
Si, -0.0008, -0.0108, -0.0088
Si, -0.0012, -0.0126, -0.0002
Si, -0.0035, -0.0011, -0.0091
Si, 0.0097, -0.0043, -0.0088
Si, 0.0082, 0.0082, 0.0035
Si, 0.0072, 0.0024, -0.0065
Si, 0.013, -0.0008, -0.0007
Si, -0.0187, -0.0076, -0.0067
Si, -0.0056, 0.0045, 0.0054
Si, -0.0163, 0.0143, 0.0135
Si, 0.0045, 0.0047, 0.005
Si, 0.0004, 0.0033, 0.0044
Si, 0.0014, 0.0017, 0.0168
Si, -0.0034, -0.017, 0.0138
Si, -0.0131, 0.0075, 0.0084
Si, 0.0135, -0.0153, -0.001
Si, -0.0117, -0.0176, 0.0007
Si, 0.0265, 0.004, -0.0026
Si, -0.0112, 0.0019, -0.0127
Si, -0.0115, -0.0103, -0.0042
Si, 0.0093, -0.0013, -0.0052
Si, 0.0064, 0.0075, 0.0125
Si, 0.0084, 0.0046, -0.0013
Si, -0.0253, 0.0021, -0.0049
Si, 0.0012, -0.008, 0.0155
Si, 0.0005, 0.0076, 0.0007
Si, 0.0143, -0.024, 0.0019
Si, -0.0164, 0.0208, 0.0048
Si, -0.0069, -0.001, -0.001
Si, 0.0118, 0.0108, 0.0074
Si, 0.0022, 0.0159, 0.0043
Si, -0.0149, 0.0151, 0.002
Si, 0.0059, -0.0075, 0.0058
Si, 0.0063, 0.0087, -0.0028
Si, 0.0138, 0.0036, -0.0036
Si, -0.0101, -0.0124, 0.0051
Si, -0.0069, 0.003, 0.0119
Si, -0.0295, -0.0261, -0.0255
Si, 0.0015, -0.0177, -0.0018
Si, 0.0178, 0.0106, 0.0141
Si, 0.0055, 0.0014, -0.0042
Si, -0.0122, -0.0125, 0.0262
Si, -0.0108, 0.0199, 0.0407
Si, -0.006, -0.0366, 0.0115
Si, -0.0129, -0.0181, -0.0067
Si, 0.0431, -0.0205, 0.0125
Si, 0.0018, 0.0429, 0.0039
Si, -0.0413, 0.0055, 0.0107
Si, 0.0229, -0.0044, -0.0179
Si, -0.0019, -0.0651, -0.0487
Si, 0.0257, 0.0227, -0.0499
Si, 0.0233, 0.0504, 0.0436
Si, -0.0006, 0.0215, -0.0512
Si, -0.049, -0.0244, -0.0669
Si, 0.0301, 0.0103, -0.0026
Si, 0.0238, -0.0121, -0.0058
Si, 0.1214, -0.0773, -0.0157
Si, -0.007, 0.0357, -0.0518
Si, -0.0447, 0.0647, 0.0202
Si, -0.0471, -0.0181, 0.0262
Si, 0.0032, -0.0075, 0.0784
Si, 0.0204, 0.0387, 0.0116
Si, 0.0029, -0.0144, -0.1016
Si, -0.1015, 0.0402, -0.0157
Si, 0.0752, 0.0171, -0.0482
Si, -0.112, 0.0053, -0.2129
Si, 0.0525, 0.0314, -0.1702
Si, 0.043, 0.0068, -0.1295
Si, -0.057, 0.1114, -0.1359
Si, 0.0252, -0.098, -0.1284
Si, -0.0428, -0.0583, -0.0835
Si, 0.0617, 0.0468, -0.1342
Si, -0.0007, -0.0029, -0.03
Si, -0.0155, 0.0207, 0.028
Si, 0.0316, 0.0174, 0.2201
Si, 0.0027, 0.0289, -0.2224
Si, -0.0522, -0.0105, -0.2337
Si, 0.0426, 0.0001, 0.1307
Si, -0.0113, 0.002, -0.1198
Si, 0.0366, -0.021, -0.0041
Si, -0.0058, 0.0194, -0.228
Si, 0.0068, 0.0354, -0.2093
Si, -0.027, -0.0225, -0.2819
Si, -0.0742, -0.064, -0.2002
Si, 0.0601, 0.0109, -0.2536
Si, -0.0044, 0.0471, 0.2158
Si, 0.023, 0.0008, -0.1519
Si, -0.0869, 0.1213, -0.2018
Si, 0.0265, -0.0357, 0.0897
Si, 0.0147, -0.0601, 0.1599
Si, 0.0054, -0.0436, -0.1948
Si, -0.006, -0.0456, 0.0781
Si, -0.0081, -0.0249, 0.0087
Si, -0.0242, 0.0322, 0.2054
Si, 0.0084, -0.0458, 0.1405
Si, 0.0042, -0.0185, -0.1691
Si, 0.0419, 0.1234, -0.2287
Si, -0.0534, -0.0136, -0.0641
Si, 0.0035, -0.0373, -0.2348
Si, 0.0121, 0.0148, -0.1819
Si, 0.0198, 0.0133, 0.2321
Si, 0.0477, -0.1447, -0.2744
Si, 0.0139, 0.0051, -0.2675
Si, 0.0436, -0.03, 0.2019
Si, -0.0014, 0.0178, -0.1873
Si, 0.0133, -0.0027, -0.197
Si, -0.0186, -0.084, -0.2292
Si, -0.0094, -0.0576, -0.156
Si, -0.0079, 0.029, 0.325
Si, -0.0195, -0.0244, 0.2277
Si, 0.0548, 0.0015, -0.0898
Si, -0.0448, -0.0028, 0.0835
Si, 0.0335, -0.0034, 0.0378
Si, 0.0413, 0.0355, -0.2059
Si, 0.0719, 0.0604, 0.1288
Si, -0.0171, -0.0002, 0.3516
Si, 0.025, -0.01, 0.1131
Si, -0.021, -0.0312, 0.2336
Si, 0.0009, -0.0452, -0.202
Si, -0.0203, 0.0336, -0.0078
O, 0.0044, -0.0001, -0.0709
O, -0.0015, 0.0795, 0.1184
O, -0.0089, 0.0114, -0.0157
O, -0.0416, -0.0454, -0.1808
O, 0.0634, -0.0033, 0.1031
O, 0.0553, -0.046, -0.1483
O, -0.0033, 0.0024, -0.0703
O, 0.0345, 0.0129, -0.0926
O, 0.0093, 0.0165, -0.0047
O, -0.0025, 0.0143, 0.0428
O, 0.0427, -0.0526, -0.1345
O, 0.0118, 0.0568, 0.1498
O, -0.0519, 0.0433, -0.1391
O, 0.0042, 0.004, -0.0908
O, -0.005, -0.0038, -0.0126
O, -0.0028, 0.0019, -0.0683
O, -0.013, -0.0052, -0.0002
O, 0.0209, 0.0224, 0.116
N, 0.0004, 0.0548, 0.1419
O, -0.0007, -0.0026, -0.0718
O, -0.0302, 0.0441, 0.1103
O, 0.004, -0.0014, 0.0786
O, 0.0557, -0.0381, 0.0917
O, 0.0282, -0.0569, 0.1453
O, -0.0243, 0.0167, 0.2028
O, 0.0092, 0.005, 0.059
O, 0.0079, -0.0079, 0.0019
N, 0.071, 0.0585, 0.2668
N, -0.0878, -0.0033, 0.1009
O, 0.0286, -0.0526, 0.1117
O, -0.057, -0.0582, -0.1816
N, -0.0622, -0.113, 0.2011
N, -0.022, 0.0831, 0.2056
N, 0.0452, 0.0448, 0.1437
O, -0.061, -0.0229, -0.0708
O, -0.0034, 0.0197, 0.0593
O, 0.0032, 0.0243, 0.0832
N, 0.0156, -0.1168, 0.1817
O, 0.0321, -0.0192, 0.0617
O, -0.0444, -0.0052, 0.1001
O, -0.0061, 0.0016, 0.0675
O, 0.0561, 0.0545, -0.1831
O, -0.0188, 0.0551, 0.1322
O, -0.0175, -0.0645, 0.1991
O, -0.0398, -0.0468, -0.0866
O, -0.0258, -0.0384, -0.0428
O, 0.044, -0.0479, -0.1389
O, -0.0802, 0.0552, 0.1238
O, -0.0059, -0.0317, 0.0663
O, 0.004, 0.0051, -0.0305
O, -0.0065, 0.0157, -0.0317
O, 0.0118, -0.0014, -0.0723
O, 0.0055, -0.0047, 0.0802
O, -0.0363, 0.0697, -0.1468
N, 0.0419, 0.1266, 0.1085
O, 0.0239, 0.0402, 0.1173
O, 0.0171, 0.0351, 0.1329
O, -0.0713, -0.0733, 0.219
O, -0.0036, -0.0152, 0.0721
O, 0.06, -0.0101, 0.0773
O, -0.0116, 0, -0.0621
O, -0.0113, -0.048, 0.0629
O, -0.0186, -0.0122, 0.0864
O, -0.011, 0.026, 0.0614
O, -0.0025, 0.0027, -0.0408
O, -0.0126, 0.0065, -0.0447
O, -0.0185, -0.0035, -0.0642
O, 0.0107, -0.0019, -0.0133
O, -0.0724, -0.0256, 0.1947
O, 0.0045, -0.0223, 0.0607
O, -0.0312, -0.0086, -0.0673
O, 0.0355, 0.0301, 0.0728
O, 0.0543, -0.0224, 0.1895
O, 0.0005, 0.0034, 0.0004
O, 0.0755, -0.0703, 0.1616
O, -0.0112, 0.0079, 0.0556
O, 0.04, -0.0445, -0.1336
O, 0.0115, -0.0207, 0.0583
O, 0.0878, -0.0742, -0.1637
O, -0.0328, 0.0433, 0.0828
O, -0.0237, 0.0054, -0.0163
O, 0.0199, 0.0075, -0.0038
O, 0.0149, -0.028, 0.1144
O, -0.0002, 0.0016, -0.0784
O, -0.047, 0.0118, 0.126
O, 0.0287, 0.0387, -0.0576
O, 0.0668, -0.0868, -0.1538
O, -0.0112, 0.0035, 0.0047
O, -0.0071, 0.0071, -0.0231
O, 0.0058, -0.0011, 0.181
O, 0.0262, 0.0251, 0.0148
O, 0.0074, 0.0048, 0.0507
O, -0.0446, -0.0026, 0.119
O, -0.0243, 0.0066, -0.0654
O, -0.0017, -0.0049, -0.0008
O, -0.0489, 0.0432, -0.133
O, -0.0004, 0.0413, -0.1197
O, 0.023, 0.0342, -0.1132
O, -0.014, 0.0331, -0.0463
O, -0.0471, 0.0468, -0.1399
O, -0.0092, 0.0199, 0.0487
O, -0.0295, 0.0047, 0.0155
O, -0.0044, -0.0001, -0.0722
O, -0.0454, 0.0503, -0.1417
O, -0.0261, -0.0257, 0.1153
O, -0.0054, -0.0322, -0.0729
O, -0.0787, 0.0493, -0.1604
O, 0.0476, 0.0499, -0.1711
